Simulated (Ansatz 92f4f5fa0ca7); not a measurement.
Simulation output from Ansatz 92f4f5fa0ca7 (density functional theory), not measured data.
Periodic cell of 122 atoms, Si78O44, from a study of silicon, its oxide and their interface. The atomic structure is a simulated model.

Settings
functional: r2SCAN
potential files: Ansatz norm-conserving
basis: plane waves
wave-function cutoff: 1300 eV
density cutoff ratio: 4
exchange-correlation grid ratio: 1
k mesh: 2 x 2 x 1, shifted by 0.5 0.5 0.5 of a step
self-consistency stop: 5e-08 eV per atom in the density residual
occupations: Fermi-Dirac, 0.05 eV
spin: none
net charge: 0

Cell vectors (angstrom)
a, 10.88, 0, 0
b, 0, 10.88, 0
c, 0, 0, 17.7313

Atoms: element, x, y, z (angstrom)
Si, -0.3398, 1.1127, 0.4862
Si, 3.5223, 2.5856, 0.5361
Si, 0.0932, 6.3982, -0.581
Si, 2.2125, 8.2606, -0.0515
Si, 5.2312, 0.194, 0.1215
Si, 7.875, 1.9527, -0.2662
Si, 5.0546, 5.6055, -1.0197
Si, 8.495, 8.535, -0.1017
Si, 1.7389, 1.5319, 1.6589
Si, 4.7426, 4.7284, 1.5258
Si, 1.3906, 6.8691, 1.419
Si, 3.9808, 9.6249, 1.3593
Si, 6.6315, 1.3447, 1.6859
Si, 9.3911, 4.1781, 1.2354
Si, 6.9198, 7.1643, 0.9775
Si, 9.4551, 9.9277, 1.6558
Si, 0.0831, 2.8224, 2.4558
Si, 2.8695, -0.1421, 2.9244
Si, 0.2114, 8.2169, 2.6841
Si, 2.8782, 5.6681, 2.7445
Si, 5.4937, 2.8032, 3.2471
Si, 7.9976, -0.0883, 3.2007
Si, 5.6783, 8.0707, 2.6263
Si, 7.9277, 5.2892, 2.6474
Si, 1.4772, 4.2001, 3.9149
Si, 4.0853, 1.3486, 4.2404
Si, 1.3719, 9.2955, 4.1661
Si, 4.088, 6.8126, 4.2091
Si, 7.1234, 4.0881, 4.1453
Si, 9.6447, 1.5863, 4.0476
Si, 6.7101, 9.0923, 4.4126
Si, 9.448, 6.7894, 3.9026
Si, -0.1609, -0.121, 5.4023
Si, 2.5462, 2.6524, 5.3912
Si, -0.1479, 5.3511, 5.3087
Si, 2.7032, 8.0869, 5.6992
Si, 5.4353, -0.185, 5.5573
Si, 8.4438, 2.7624, 5.7681
Si, 5.6386, 5.5341, 5.3874
Si, 8.2715, 7.6844, 5.6154
Si, 1.0742, 1.3942, 6.6938
Si, 4.2461, 4.0974, 6.7728
Si, 1.1641, 6.5494, 6.7131
Si, 4.0909, 9.4166, 6.9287
Si, 6.8937, 1.2449, 6.855
Si, 9.8037, 4.2132, 7.002
Si, 6.8744, 6.4487, 7.0413
Si, 9.3499, 9.244, 7.0057
Si, -0.1289, 2.5134, 8.2921
Si, 2.4025, -0.1818, 8.0341
Si, -0.1575, 7.9932, 8.1411
Si, 2.6578, 5.521, 7.9741
Si, 5.4894, 2.5536, 8.4335
Si, 8.101, -0.1728, 8.3577
Si, 5.1759, 7.5476, 8.2925
Si, 8.3407, 5.1576, 8.6469
Si, 1.305, 4.2716, 9.2755
Si, 4.0117, 0.7812, 9.3099
Si, 1.4961, 9.2155, 9.4272
Si, 3.5041, 6.8232, 9.7733
Si, 7.1955, 3.4463, 9.7647
Si, 9.4067, 1.1365, 9.5991
Si, 6.5561, 9.7612, 9.7976
Si, 10.03, 6.4509, 9.8436
Si, 6.9981, -2.0947, 12.6786
Si, 11.6207, 3.0706, 13.3889
Si, 0.9658, 10.9332, 16.4902
Si, 5.7451, 2.8302, 15.2529
Si, 2.9353, 2.6931, 11.3452
Si, 16.5049, 4.0003, 12.4656
Si, -0.9823, -3.1524, 12.4938
Si, -3.6066, -0.7574, 15.3526
Si, 9.8353, 0.7862, 14.1201
Si, 4.6839, 6.8277, 12.5686
Si, 13.821, 2.1438, 15.6282
Si, 0.848, 5.9515, 14.2599
Si, 3.628, 6.8243, 15.237
Si, 10.6744, 9.7257, 11.6968
O, 0.8797, -1.5401, -0.7731
O, -0.4696, 5.1716, 0.5307
O, 2.3935, 0.6065, -1.6597
O, 13.6731, 3.1026, -0.8556
O, 0.1246, 5.8689, -2.0324
O, 0.3934, 4.6698, -4.3943
O, -2.2566, 3.5561, -0.1692
O, 5.6487, 7.9844, -5.6519
O, 8.0575, -2.0556, -1.7138
O, 3.0132, 7.9981, -1.5477
O, 6.8782, 2.1057, -1.5527
O, 5.8098, 4.3583, -1.8574
O, 9.7468, 7.5436, -0.4406
O, 0.4524, 5.4704, 10.1726
O, 3.9845, 3.5462, 12.1052
O, 5.0426, -0.4772, 9.8033
O, 3.1678, 1.1961, 10.718
O, 1.3793, 9.3829, 11.1579
O, 2.6505, 8.0704, 9.6389
O, 3.4691, 6.6053, 11.5594
O, 1.7227, 2.8094, 14.654
O, 6.6914, 3.7173, 11.2488
O, 6.1753, -2.7083, 9.4624
O, -2.4728, 0.2846, 14.5821
O, 15.2087, 2.0803, 14.8441
O, 8.4002, 7.9977, 13.0607
O, 7.1625, 9.7885, 11.3709
O, 9.5227, 6.7669, 11.2594
O, -0.5545, -0.3267, 13.0914
O, 11.1043, 7.3764, 13.7253
O, 10.147, 2.2609, 13.4562
O, 6.646, -1.4942, 14.0016
O, 6.0417, -0.267, 16.3923
O, 4.5386, 7.407, 14.0756
O, 2.5137, 5.8402, 14.5277
O, 17.0792, 6.6699, 17.2414
O, 1.4392, 2.3888, 12.0946
O, 8.3798, 13.1934, 9.9217
O, 6.3011, 3.1103, 13.6142
O, 5.4778, -5.4143, 13.068
O, 2.6013, 3.5348, 10.033
O, 4.516, 1.5382, 17.3216
O, -0.0753, 0.7895, 15.4593
O, 10.0898, 10.7525, 10.4721

Results
free energy: -29590.608 eV
free energy less fixed offsets of O -463.61, Si -117.95 eV per atom: 8.332 eV
pressure: -1.21 GPa
stress xx, yy, zz, yz, xz, xy (GPa, positive in tension): 1.77, 0.29, 1.57, -2.24, 1.32, -0.71

Forces (eV/angstrom), in the order of the atoms: element, x, y, z
Si, -0.5135, -2.1632, 0.3095
Si, 0.3484, 1.3045, -0.1264
Si, -3.9721, 0.0305, 4.8131
Si, 1.3916, 4.428, -2.1561
Si, 2.2892, -0.5887, -0.6346
Si, 2.0081, 3.0313, 0.9791
Si, 1.2505, -1.3278, 0.567
Si, 1.3632, -0.429, -0.9243
Si, 0.7654, -1.1143, 0.1595
Si, -1.3803, -2.05, -0.477
Si, 0.6621, -1.1116, -1.0575
Si, 0.2946, -2.3352, -1.3836
Si, 0.5141, -1.1962, 0.361
Si, -0.8587, -1.2536, -1.8622
Si, 0.1832, -1.8229, -0.792
Si, 1.3952, 0.2041, -1.1638
Si, -0.6532, 0.239, 1.1062
Si, -1.475, 0.9711, 0.4414
Si, -3.8429, 0.3504, -0.6476
Si, -0.0958, -1.5924, -1.2824
Si, 0.5759, 0.6291, -2.7127
Si, -0.0934, 1.0933, -0.4578
Si, -2.8914, 0.7647, 0.3424
Si, 1.8828, 3.4078, -3.3756
Si, -1.0494, -0.4357, 0.4905
Si, -0.3734, -1.1908, 0.7164
Si, 1.4419, 1.9488, 1.7512
Si, 0.9179, 1.6805, 0.1789
Si, -1.7722, -1.83, 4.0068
Si, -0.8314, -1.5062, 0.7095
Si, 1.1709, 1.1753, -0.3138
Si, 0.6238, -0.9992, -0.6049
Si, -0.0382, -0.1818, 0.0638
Si, 1.0284, 1.1059, 0.644
Si, 1.1272, 0.3061, -1.4034
Si, -0.3797, -0.5066, -1.4391
Si, 0.3094, 0.8032, 0.0679
Si, -0.6213, 0.078, -1.3114
Si, -0.3704, -2.1579, -0.098
Si, -1.2492, 1.7226, 0.5546
Si, 1.0133, -1.3782, 0.5932
Si, -0.7166, -0.5913, 0.3434
Si, 0.2257, 2.5342, -0.0956
Si, -0.6828, -0.7953, 1.0367
Si, -0.2604, 0.0927, 0.5556
Si, -1.9334, -1.3432, 0.9572
Si, 0.3507, -0.1542, 1.0041
Si, -0.6053, 1.7046, -1.7917
Si, 1.6329, 1.0927, 0.4653
Si, 0.7987, 1.5166, -1.4191
Si, 1.9425, -1.0097, 2.017
Si, 0.8415, -1.7034, 0.2907
Si, -0.7714, -0.3184, -1.634
Si, -0.9011, -0.4399, -1.7579
Si, 1.4972, 1.2161, 0.3852
Si, -0.0875, 1.0896, -0.9403
Si, -0.081, -0.7652, 0.6033
Si, 0.8207, -0.0415, 2.0117
Si, -0.1586, -1.5355, 2.3488
Si, 1.0035, -2.8365, 1.1702
Si, 0.4838, -0.5462, -0.8956
Si, 1.135, -1.5292, -0.5457
Si, -1.0325, -1.4404, 1.8134
Si, 0.6797, -2.0324, -3.8759
Si, 0.1666, -2.0449, -5.0193
Si, -0.8237, -1.3596, 0.7057
Si, -2.4188, 0.2218, 1.2028
Si, 1.8856, 1.5805, -2.5194
Si, -3.4127, -2.632, -0.9615
Si, -0.7361, -2.0562, -0.0113
Si, 0.2539, 1.113, 1.3398
Si, -0.0076, -0.9791, -1.0289
Si, 2.1009, 0.7614, 0.7939
Si, 1.5249, 0.0372, 1.3372
Si, -3.7706, -1.2395, -1.4874
Si, 0.7112, -0.5178, -0.4587
Si, -0.484, -0.6202, 1.3211
Si, 1.0413, 1.8009, -0.1538
O, 2.4566, -0.4513, 0.4167
O, 1.4694, 1.9085, -1.8178
O, 1.4902, 0.8928, -0.8066
O, -0.1227, 1.5857, 0.762
O, 0.5879, -1.0911, -1.0772
O, 0.5806, 0.5433, 0.3993
O, -0.9296, -1.5772, 1.6197
O, 2.2274, 0.103, -0.364
O, -0.304, 1.9293, 1.65
O, -0.8691, -0.5732, 1.1606
O, -0.1268, 0.1938, -0.9406
O, -1.7283, 0.1888, 0.6316
O, 1.3905, -1.5778, -0.0865
O, 0.5832, -1.3128, -1.0261
O, 3.8486, 0.7871, 1.5726
O, -0.0148, 1.4899, -0.4415
O, 1.7976, 0.4349, -0.0549
O, -2.6023, 1.3296, -0.9885
O, -1.8596, 3.0863, -0.802
O, 0.3444, -0.4603, -2.582
O, 1.0366, -0.5665, 0.2009
O, -1.5344, 1.2226, 1.1516
O, 1.2653, 1.5069, -0.133
O, -2.9587, -0.586, 1.798
O, 1.2062, 0.7427, 0.3934
O, -0.3365, -0.1378, -0.13
O, 0.4226, -0.0698, -0.5351
O, -0.6005, 0.1388, 2.727
O, 1.1974, -0.985, -1.5824
O, -1.3992, -0.8258, -2.5312
O, 0.326, 0.1307, 0.6481
O, -1.6454, 3.5854, 5.129
O, 1.0275, -0.9176, -0.1375
O, -1.6656, 0.6397, 0.8259
O, -1.8449, 0.9268, -0.2025
O, -0.0101, 0.0737, 0.8515
O, 1.5966, 1.4431, -0.2149
O, -0.8638, 0.6415, 1.6468
O, -0.8209, -1.0549, 2.8181
O, -0.221, 0.4533, -1.8153
O, -1.3659, 1.4999, -0.596
O, -1.1565, 1.222, 1.2934
O, -0.3101, -1.4306, -1.383
O, 0.1275, 0.5793, 0.811
